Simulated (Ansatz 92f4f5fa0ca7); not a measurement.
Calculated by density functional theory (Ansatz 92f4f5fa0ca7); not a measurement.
Periodic cell of 223 atoms, Si133O90, from a study of silicon, its oxide and their interface. The atomic structure is a simulated model.
Doubt: the cutoff is far below the 930 eV that the study's wrapper takes by default for these files, so forces and energies are approximate.
This geometry differs little from another in the collection (a relaxation step or a small displacement).

Settings: functional PBE; potential files Ansatz PAW; basis plane waves; wave-function cutoff 580 eV; density cutoff ratio 5; exchange-correlation grid ratio 1; k mesh 1 x 1 x 1, Gamma-centred; self-consistency stop 5e-08 eV per atom in the density residual; occupations fixed; spin none; net charge 0.

Cell vectors (angstrom)
a	10.938	0	0
b	0	10.938	0
c	0	0	32.3371

Atoms: element, x, y, z (angstrom)
Si	0.4667	-0.5548	24.7717
Si	5.5617	-0.2787	24.9258
Si	2.5764	2.9495	24.9469
Si	8.061	2.9617	24.6814
Si	0.3488	5.2307	24.8442
Si	4.8467	6.0226	24.833
Si	2.7129	8.233	25.3221
Si	7.9479	8.559	24.722
Si	1.3742	1.274	26.0974
Si	6.7857	1.4475	26.041
Si	4.0677	4.2225	26.2162
Si	9.564	4.128	26.0926
Si	1.2777	6.7786	26.3623
Si	6.7747	6.8935	26.0115
Si	4.1714	9.5965	26.4676
Si	9.5839	9.5795	26.1014
Si	2.7163	0.0526	27.6115
Si	8.1993	0.064	27.4702
Si	-0.0171	2.6999	27.4829
Si	5.4578	2.7762	27.5115
Si	2.7117	5.4696	27.6468
Si	8.1714	5.505	27.4603
Si	-0.0851	8.2238	27.5834
Si	5.543	8.1474	27.6194
Si	4.1018	1.3673	28.9189
Si	9.5708	1.3673	28.9189
Si	1.3673	4.1018	28.9189
Si	6.8362	4.1018	28.9189
Si	4.1018	6.8362	28.9189
Si	9.5708	6.8362	28.9189
Si	1.3673	9.5708	28.9189
Si	6.8362	9.5708	28.9189
Si	0	0	30.2861
Si	5.469	0	30.2861
Si	2.7345	2.7345	30.2861
Si	8.2035	2.7345	30.2861
Si	0	5.469	30.2861
Si	5.469	5.469	30.2861
Si	2.7345	8.2035	30.2861
Si	8.2035	8.2035	30.2861
Si	1.3673	1.3673	31.6534
Si	6.8362	1.3673	31.6534
Si	4.1018	4.1018	31.6534
Si	9.5708	4.1018	31.6534
Si	1.3673	6.8362	31.6534
Si	6.8362	6.8362	31.6534
Si	4.1018	9.5708	31.6534
Si	9.5708	9.5708	31.6534
Si	2.7345	0	0.6835
Si	8.2035	0	0.6835
Si	0	2.7345	0.6835
Si	5.469	2.7345	0.6835
Si	2.7345	5.469	0.6835
Si	8.2035	5.469	0.6835
Si	0	8.2035	0.6835
Si	5.469	8.2035	0.6835
Si	4.1018	1.3673	2.0507
Si	9.5708	1.3673	2.0507
Si	1.3673	4.1018	2.0507
Si	6.8362	4.1018	2.0507
Si	4.1018	6.8362	2.0507
Si	9.5708	6.8362	2.0507
Si	1.3673	9.5708	2.0507
Si	6.8362	9.5708	2.0507
Si	0	0	3.418
Si	5.469	0	3.418
Si	2.7345	2.7345	3.418
Si	8.2035	2.7345	3.418
Si	0	5.469	3.418
Si	5.469	5.469	3.418
Si	2.7345	8.2035	3.418
Si	8.2035	8.2035	3.418
Si	1.3028	1.4197	4.7248
Si	6.8911	1.3497	4.8849
Si	4.1975	4.0132	4.7167
Si	9.5433	4.101	4.8632
Si	1.3451	6.8484	4.79
Si	6.8633	6.793	4.7449
Si	4.1251	9.5649	4.7278
Si	9.6235	9.5378	4.8414
Si	2.8369	0.1628	5.9409
Si	8.2239	-0.1101	6.286
Si	-0.0663	2.6532	6.2287
Si	5.5973	2.8358	6.267
Si	2.7148	5.3254	5.9064
Si	8.2242	5.5536	6.2596
Si	0.1339	8.2486	6.3223
Si	5.4127	8.0983	6.0238
Si	3.8592	1.7364	7.3639
Si	9.952	0.9086	7.6059
Si	1.5865	3.8826	7.3502
Si	6.5644	4.553	7.6777
Si	4.1382	6.5263	7.2464
Si	9.3373	7.1813	7.6161
Si	1.548	9.9263	7.4386
Si	6.8682	9.2022	7.4512
O	10.9836	5.8919	23.3636
O	4.5278	0.0378	23.6815
O	8.0592	8.1805	8.0427
O	2.7179	2.805	7.8944
O	7.1528	4.0659	23.85
O	1.6768	9.2624	24.5194
O	5.3051	5.5859	7.941
O	0.3417	-0.0396	8.0236
O	7.0404	4.2184	9.2287
O	5.7248	9.6688	8.5715
O	10.003	6.5264	8.9795
O	2.8839	9.6105	8.7675
O	4.323	0.9388	8.7176
O	1.0253	4.7118	8.6464
O	9.2851	1.3045	9.0482
O	3.0164	7.0543	8.3156
O	7.3886	6.2275	22.23
O	8.874	2.1368	23.506
O	5.0916	5.4971	23.2967
O	3.3202	2.4083	23.576
O	10.9162	-0.2521	23.2235
O	3.7312	7.2104	24.4921
O	1.44	4.0491	24.4917
O	6.7491	9.6535	24.3538
Si	14.6274	1.0626	22.7375
Si	-1.2892	2.5824	22.1384
Si	0.7129	11.5332	22.0246
Si	11.593	0.7437	14.9221
Si	5.7336	-0.6818	11.9283
Si	11.6461	15.7332	12.6043
Si	9.3483	1.5305	10.6685
Si	5.2657	4.0289	19.9603
Si	9.804	8.0296	13.454
Si	10.3874	-2.9728	16.4128
Si	10.8026	5.2482	9.6347
Si	-0.2972	5.4448	21.8228
Si	8.5142	-1.2863	11.4352
Si	8.7778	5.0284	13.1628
Si	7.2214	3.5199	15.5448
Si	12.2511	6.0357	15.3265
Si	5.6765	5.6517	17.2996
Si	4.4131	10.3537	9.2692
Si	13.4008	1.4484	18.6614
Si	9.6618	0.7533	19.8171
Si	-1.1243	2.2496	16.941
Si	12.6087	9.8672	17.1605
Si	5.1552	1.1037	20.0157
Si	3.5676	7.7316	16.3976
Si	13.0114	4.1064	19.9951
Si	-3.6126	9.6569	19.7324
Si	8.3966	7.4345	21.8544
Si	2.5366	2.3987	13.3521
Si	5.6285	-1.4571	14.8045
Si	2.7924	7.995	9.6442
Si	-3.5702	-2.6572	16.983
Si	0.7911	11.5974	11.9742
Si	6.4831	4.9653	22.6561
Si	1.5672	-7.1487	17.1748
Si	11.1551	8.8022	10.9372
Si	5.4006	1.3932	14.0461
Si	8.1351	4.0551	10.4225
O	8.1333	2.5496	11.0333
O	5.6377	-1.7172	13.1896
O	9.8177	1.539	18.4077
O	3.6716	-6.6653	20.3386
O	-1.3508	8.9307	10.4116
O	0.0852	0.1834	20.5675
O	1.1513	7.9936	9.8786
O	15.04	2.3671	13.7876
O	17.9026	-1.2341	10.9902
O	12.5062	0.1471	18.2483
O	10.9351	6.4219	16.2431
O	10.291	-2.3642	14.9011
O	7.8955	4.4372	14.3789
O	13.2356	12.1708	12.2252
O	6.7809	6.7736	16.9461
O	11.1047	11.1843	13.4418
O	12.9328	4.6587	15.873
O	19.6743	-0.5277	19.5098
O	0.2879	13.0979	22.2936
O	5.9596	0.8019	12.6212
O	5.6703	2.5336	19.3938
O	-1.9736	1.7879	20.887
O	5.1079	0.0909	15.0202
O	7.9755	5.0591	11.7095
O	12.5325	2.0649	14.6561
O	6.1548	4.1429	21.3123
O	1.754	4.7203	18.5142
O	0.8956	10.2797	11.0404
O	3.8677	0.7394	19.0833
O	11.3364	8.8781	17.3624
O	11.4807	5.4663	11.1106
O	10.882	12.7779	11.1794
O	3.0171	-1.9969	17.3742
O	6.0621	4.3726	16.3413
O	-2.248	8.183	23.2907
O	0.9958	16.8596	13.7444
O	10.1713	4.1538	12.9901
O	5.7169	5.1322	18.8493
O	9.5877	4.1847	21.8676
O	4.2185	6.4011	17.1095
O	3.8393	7.9534	10.7646
O	4.5144	-0.441	10.8726
O	7.6287	8.4724	20.8373
O	1.8483	2.4417	19.8615
O	8.9559	-2.8957	17.1395
O	-1.151	6.7473	21.2391
O	-2.3267	-1.9473	12.9109
O	8.9928	0.2429	11.5653
O	-0.6522	12.0893	15.8177
O	4.6285	8.3795	15.3944
O	8.3691	2.9186	16.5635
O	2.3332	-3.664	15.4634
O	-4.7403	10.7908	20.1263
O	9.6243	4.1312	9.7397
O	13.4759	2.4656	17.3634
O	2.3253	0.3783	22.1361
O	11.0592	8.1057	12.4039
O	6.5259	2.2697	14.7954
O	-1.7891	6.5511	13.5689
O	-0.0092	3.4268	17.0205
O	11.9984	4.9247	21.0197
O	4.6676	1.4681	21.523
O	7.0217	-1.7603	15.6461
O	12.508	-0.3917	15.6683
O	6.8063	-1.9232	18.3306
O	12.9273	3.7867	12.68

Results
free energy: -135731.554 eV
free energy less fixed offsets of O -568.88, Si -635.61 eV per atom: 3.776 eV

Forces (eV/angstrom), in the order of the atoms: element, x, y, z
Si	-0.0074	0.0116	0.0244
Si	-0.0006	0.0039	0.0073
Si	0.006	-0.0107	0.0105
Si	-0.001	0.002	-0.0011
Si	-0.0061	0.0088	-0.0089
Si	0.0175	-0.0086	0.0119
Si	-0.003	-0.0016	-0.0139
Si	0.0022	-0.0043	0.0039
Si	0.0005	-0.0073	-0.0106
Si	0.0003	-0.0012	-0.0004
Si	0.0075	0.0012	-0.008
Si	-0.0081	0.0047	-0.0035
Si	-0.0003	0.0042	0.0027
Si	-0.0076	-0.0061	-0.0073
Si	0.0028	0.0014	0.0001
Si	0.0134	-0.0026	-0.0053
Si	-0.0009	0.0103	0.0092
Si	-0.0002	0.0018	0.0044
Si	0.0077	-0.0062	0.0092
Si	-0.0047	0.0019	0.0039
Si	-0.0065	-0.008	0.0139
Si	-0.0011	0.0048	0.0049
Si	-0.0076	0.003	0.0066
Si	0.0032	-0.0027	0.0059
Si	0.0865	0.5385	0.1436
Si	-0.0877	0.0825	-0.2351
Si	-0.3184	-0.5498	0.1283
Si	0.1196	0.1694	-0.3787
Si	0.1617	-0.0732	0.4929
Si	-0.6082	-0.0962	0.0483
Si	-0.1973	0.0118	0.0552
Si	0.5093	0.2334	-0.06
Si	-0.0195	-0.0673	0.0027
Si	0.0603	0.0324	-0.068
Si	0.0124	0.0079	0.0441
Si	0.0783	0.0114	-0.0479
Si	-0.0808	-0.1564	-0.0546
Si	-0.0918	0.0086	0.0327
Si	0.0785	-0.0122	-0.029
Si	0.0684	0.0568	0.0485
Si	0.0583	0.0221	-0.02
Si	-0.0536	-0.0123	-0.0257
Si	-0.0054	-0.0112	0.0007
Si	-0.0132	0.0708	-0.0018
Si	0.0277	0.0267	-0.0397
Si	-0.0323	0.0178	-0.0244
Si	-0.0732	0.0248	-0.0253
Si	0.0042	-0.0365	0
Si	0.0506	-0.0433	0.0162
Si	0.0045	0.0091	-0.0117
Si	-0.0036	-0.0275	0.0292
Si	0.0039	-0.003	0.0269
Si	-0.0038	0.0212	0.0017
Si	0.0398	-0.03	0.0062
Si	0.0192	0.016	0.0305
Si	-0.0117	-0.0489	0.0314
Si	-0.1231	-0.0263	-0.0312
Si	-0.0124	-0.0499	0.0315
Si	0.1322	0.0825	0.0366
Si	-0.096	0.0426	-0.0417
Si	-0.0309	-0.0045	0.0476
Si	-0.0859	-0.0385	-0.0176
Si	0.0265	-0.0358	-0.0023
Si	0.1012	0.1547	0.0396
Si	-0.2804	-0.162	-0.1468
Si	0.4251	0.2871	0.129
Si	0.1346	-0.1461	-0.461
Si	-0.0278	-0.0184	0.4575
Si	-0.3284	-0.0253	0.3176
Si	0.2448	-0.2256	-0.5081
Si	-0.2358	0.0192	-0.0961
Si	0.3616	-0.0597	0.0878
Si	-0.0247	0.0031	-0.0112
Si	-0.0012	0.007	-0.0008
Si	0.0048	0.0071	-0.0069
Si	-0.0067	0.0005	-0.0058
Si	0.01	0.0039	-0.006
Si	-0.0098	-0.0019	-0.0113
Si	-0.0086	0.0007	0.0002
Si	0.0115	0.0037	0.0014
Si	0.0518	0.027	0.0271
Si	-0.0061	-0.0127	0.0125
Si	0.0086	-0.0061	0.011
Si	-0.0064	-0.0162	0.0065
Si	-0.0029	-0.0044	0.0138
Si	0.0076	-0.0008	0.0049
Si	-0.0134	0.0037	0.0197
Si	0.0056	-0.0064	0.0247
Si	0.0017	-0.0238	-0.0418
Si	0.0083	0.0068	-0.0121
Si	-0.0061	0.0111	-0.0146
Si	-0.0015	0.007	0.0017
Si	-0.0073	0.0221	-0.0129
Si	0.0099	0.0084	-0.0191
Si	-0.0017	-0.037	0.005
Si	-0.0083	-0.0003	-0.0374
O	-0.0018	0.0009	0.0017
O	-0.0044	0.0002	-0.0073
O	0.0008	0.0032	0.0055
O	0.0003	-0.006	0.0064
O	0.0001	-0.0007	0.0017
O	0.0011	0.0002	0
O	0.0026	-0.0051	0.0038
O	-0.0082	0.0078	0.0074
O	0.0021	-0.0026	0.0011
O	-0.0083	0.009	0.0153
O	0.0058	-0.0051	0.0096
O	-0.0238	-0.0089	-0.0058
O	-0.007	0.0056	0.0032
O	-0.0041	0.0017	0.0058
O	-0.0013	-0.0006	0.0055
O	-0.0074	0.0486	0.0747
O	-0.0007	-0.0005	-0.0003
O	0.0014	-0.0005	-0.0002
O	0.0002	-0.0013	-0.0054
O	0.0016	-0.0016	-0.003
O	0.0006	-0.0011	-0.0113
O	-0.0036	0.0053	0.0019
O	-0.002	-0.0059	-0.0014
O	-0.0017	0.0009	0.0014
Si	-0.0015	0.0012	0.0024
Si	-0.0007	0.0018	0.0007
Si	-0.0007	-0.0007	0.0014
Si	-0.0009	0.0007	0.0002
Si	0.0097	0.0012	0.0008
Si	-0.001	-0.0005	-0.0035
Si	-0.0003	-0.0004	-0.0038
Si	0.0001	-0.0005	0.0029
Si	-0.0002	0.0005	-0.0027
Si	0	0.0004	0.0013
Si	0.0002	0.0011	-0.0034
Si	0.0006	0.0002	0.0013
Si	0.0007	-0.0003	-0.0038
Si	-0.0012	-0.0003	-0.0031
Si	0.0014	-0.0011	-0.0005
Si	-0.0008	-0.0011	0.0003
Si	0.001	-0.0003	0.0035
Si	0.0263	-0.0285	-0.019
Si	0.0008	0.0009	0.0034
Si	-0.0005	-0.0002	0.0032
Si	0.0001	-0.0001	0.0027
Si	-0.0006	0.0007	0.002
Si	0.0005	0.0002	0.001
Si	0.0005	0.0003	0.0025
Si	-0.0006	0.0011	0.004
Si	0.0002	0.0002	0.0044
Si	0.0012	0.0012	0.0015
Si	-0.0005	-0.0003	-0.0022
Si	0.0018	0.0004	-0.0017
Si	-0.0604	-0.0458	-0.1414
Si	0	0.0005	0.0023
Si	-0.0014	0.002	-0.0036
Si	-0.0019	0.0006	0.0025
Si	0.0003	0	0.003
Si	-0.0117	0.0025	0.0024
Si	0.0019	-0.0011	-0.0031
Si	-0.0002	0.002	-0.0044
O	0	-0.0014	0.0034
O	-0.0009	0.0006	0.0019
O	0.0004	0.0013	-0.0027
O	0.0005	-0.0002	-0.0008
O	0.0016	-0.0011	0.0021
O	0.0007	0.0005	0
O	-0.0061	-0.0131	0.0164
O	0.0002	0.0006	0.0015
O	0.0012	0.0012	0.0038
O	0.0001	-0.0002	-0.0005
O	0.0001	-0.0002	0.0005
O	0.0001	0.0007	0.0016
O	0	-0.0006	0.0025
O	0.0004	0.0003	0.002
O	0	-0.0003	-0.0005
O	0.0004	-0.0001	0.0019
O	0.0003	0.0006	0.0002
O	0.0003	0.0003	-0.0015
O	0.0001	0.0008	0.0003
O	0	0.0022	0.0044
O	-0.0004	-0.0001	-0.0003
O	0.0005	-0.0001	-0.0003
O	-0.0003	0.0011	0.0012
O	0.0007	-0.0005	0.0034
O	0.0005	0.0001	0.001
O	0	0.0001	-0.0004
O	-0.0002	-0.0002	-0.0012
O	0.0032	-0.0015	0.0002
O	-0.0002	0.0006	-0.0003
O	0.0001	-0.0001	-0.0002
O	0.0005	0.0015	0.0012
O	0.0014	-0.0001	0.0022
O	0.0009	-0.0004	0
O	-0.0003	0.0005	0
O	0.0019	-0.001	-0.0033
O	0.0003	-0.0001	0.0019
O	0.0007	0.0004	0.0018
O	0.0001	0.001	-0.002
O	0.0006	-0.0008	0.0012
O	-0.0003	0.0003	-0.0003
O	0.0832	0.023	0.0185
O	-0.0096	0.016	0.0262
O	-0.0004	-0.0002	-0.0001
O	0.0002	-0.0003	-0.0009
O	0.0007	-0.0003	-0.0001
O	0	0.0003	0.0001
O	0.0008	0.0003	0.0021
O	0.0005	0.0006	0.0001
O	0.0005	0.0004	-0.0002
O	-0.0008	-0.0004	-0.0001
O	-0.0004	0.0007	-0.0011
O	0.0003	0.0005	0.0001
O	0	-0.0006	-0.0007
O	0	-0.0004	0.0028
O	0	0.0005	-0.0007
O	0.0003	0.0002	0.0002
O	0.0017	-0.0007	0.0037
O	0.0009	0.0019	0.0011
O	0.0001	0	0.0012
O	-0.0011	-0.0004	-0.0003
O	0.0002	-0.0001	-0.0009
O	0.0011	0.001	-0.0012
O	-0.0001	0.0002	0.0004
O	0.0003	0.0002	0.0007
O	-0.0006	0.0001	-0.0011
O	0.0005	0.0001	0.002

The program warned: the cutoff lies below the one the program advises for these potential files; the forces do not sum to zero within the program's tolerance; the exchange-correlation potential is rough where the density is thin.
